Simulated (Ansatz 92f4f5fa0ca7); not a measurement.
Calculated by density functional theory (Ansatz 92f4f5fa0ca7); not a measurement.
Periodic cell of 179 atoms, Si99O80, from a study of silicon, its oxide and their interface. The atomic structure is a simulated model.

Settings
functional: PBE
potential files: Ansatz PAW
basis: plane waves
wave-function cutoff: 700 eV
density cutoff ratio: 5
exchange-correlation grid ratio: 2
k mesh: 2 x 2 x 1, shifted by 0.5 0.5 0.5 of a step
self-consistency stop: 5e-08 eV per atom in the density residual
occupations: Fermi-Dirac, 0.05 eV
spin: none
net charge: 0

Cell vectors (angstrom)
a	11.5983	0	0
b	0	11.5983	0
c	-2.1437	3.1299	24.694

Atoms and the computed forces on them: element, x, y, z (angstrom), force x, y, z (eV/angstrom)
Si	-0.5661	7.1649	-0.7857	0.0846	0.0841	-0.0573
Si	9.5129	-0.3409	-1.7107	-0.1686	0.0199	-0.0468
Si	9.6675	3.627	1.2322	-0.3067	0.2006	0.0387
Si	3.4475	6.4058	0.3898	-0.2993	0.157	-0.4542
Si	3.163	-0.4843	0.012	-0.6563	-0.0676	0.0081
Si	3.4478	3.6045	-0.8505	0.2405	-0.025	-0.0787
Si	7.249	8.3318	-0.2127	-0.3131	-0.5432	-0.6
Si	6.6222	-0.222	-0.5772	0.0477	-0.1704	0.2484
Si	11.4005	3.9864	-0.283	0.2673	-0.0363	-0.4848
Si	2.1907	8.3337	0.1748	0.1425	0.2923	-0.1073
Si	1.4242	-0.3209	1.5934	0.5839	0.0229	-0.4714
Si	1.8716	3.4842	0.9611	-0.1244	-0.1134	0.1946
Si	5.5694	7.2451	1.0761	0.3887	0.1371	0.0644
Si	5.3738	-0.3937	1.3302	-0.181	0.2885	-0.1857
Si	6.5171	3.4237	1.109	0.2567	0.0475	0.3122
Si	9.4469	7.5539	0.959	-0.1602	0.2262	0.1453
Si	10.6704	-0.3751	1.1881	-0.0613	0.0823	-0.4408
Si	9.0052	8.2671	-2.6505	-0.0282	-0.061	-0.3945
Si	1.9719	-2.387	2.4805	0.0418	-0.3437	-0.0898
Si	1.988	1.6927	2.5245	-0.0692	0.2204	-0.023
Si	2.3036	5.4299	2.3071	-0.2688	-0.2382	0.2455
Si	5.7536	-2.4033	2.4924	0.0055	-0.2202	0.2953
Si	5.9319	1.5721	2.4834	-0.1273	0.0112	0.4226
Si	6.0559	5.3946	2.4811	0.1037	0.1314	0.0128
Si	9.834	-2.2481	2.3984	-0.0508	-0.1929	0.181
Si	9.8915	1.5814	2.3621	-0.0064	-0.2469	-0.0947
Si	9.7922	5.6347	2.4609	-0.1127	0.3263	0.232
Si	0.0708	-2.4006	3.8516	0.0534	0.0831	0.1659
Si	0.0805	1.598	3.8659	0.2088	0.1382	0.1438
Si	0.2257	5.6183	3.7642	0.0571	-0.0299	-0.2382
Si	3.8657	-2.3855	3.8781	0.1129	0.1648	0.1019
Si	3.9703	1.6699	3.7966	0.1608	0.1235	0.2565
Si	4.0908	5.3911	3.8749	0.0801	0.0075	-0.0455
Si	7.8475	-2.3085	3.7616	-0.0827	-0.0821	-0.123
Si	7.9449	1.4901	3.7436	-0.0027	0.0333	0.0368
Si	7.9463	5.5452	3.9367	-0.0376	-0.1966	-0.2207
Si	0.144	7.4413	5.3793	-0.0073	-0.0603	-0.0273
Si	0.067	-0.4167	5.1651	0.1318	-0.0846	0.0803
Si	0.1332	3.5634	5.0787	0.1263	0.0029	-0.2119
Si	3.9755	7.3515	5.3293	-0.1426	-0.0955	0.0083
Si	3.8853	-0.3434	5.0693	0.0198	-0.0494	0.0147
Si	4.091	3.5094	5.2711	-0.2125	0.0435	0.017
Si	7.8983	7.458	5.354	0.1122	-0.053	0.0973
Si	7.8526	-0.4094	5.1302	0.0386	0.0561	0.209
Si	7.9827	3.4832	5.0903	0.0336	0.0768	-0.1074
Si	2.0584	7.4152	6.8115	0.0868	0.1021	-0.0428
Si	2.0143	-0.3838	6.5157	0.0096	0.0445	-0.2152
Si	2.0326	3.5668	6.4701	0.0954	0.1149	-0.2103
Si	5.9186	7.48	6.7022	0.1249	0.0969	-0.0892
Si	5.8412	-0.3297	6.3785	0.1253	0.0757	-0.2916
Si	6.1323	3.4858	6.5122	0.0087	0.0127	-0.2436
Si	9.8469	7.4391	6.8521	-0.0501	-0.1545	0.0603
Si	9.7497	-0.4545	6.5887	-0.1663	-0.0923	0.015
Si	9.8655	3.495	6.4954	-0.0099	0.2345	0.0831
Si	1.9375	1.6046	7.7447	-0.079	-0.0959	0.1554
Si	1.4688	5.3731	7.8935	0.0658	-0.1955	0.201
Si	2.1197	9.4687	8.1341	0.1227	0.1086	0.0831
Si	5.9233	1.539	7.778	-0.074	-0.1504	0.0491
Si	5.8663	5.4007	7.8499	-0.0902	-0.0911	0.5071
Si	5.9556	9.5464	7.942	-0.1672	0.0377	0.0906
Si	11.6073	1.5046	9.1266	0.0238	0.0625	0.3792
Si	10.6088	5.3434	7.8133	-0.4909	0.1227	0.1418
Si	9.7418	9.4287	8.3302	0.3036	0.2144	-0.0169
Si	9.6457	1.5343	7.8475	0.1237	-0.1021	0.1157
Si	10.6087	4.1141	10.5922	-0.0595	-0.0772	-0.1194
Si	11.8378	10.0254	9.5058	0.0268	0.1174	0.235
Si	3.9085	1.4851	9.0075	-0.1299	-0.0482	0.37
Si	3.6134	4.4767	9.681	-0.0424	-0.1167	0.0883
Si	4.1436	9.9954	9.4382	0.0673	0.1377	0.2612
Si	7.7119	1.0065	9.203	-0.0995	0.8016	0.1011
Si	7.7886	3.1387	11.6292	0.1139	0.1607	0.2309
Si	7.6915	10.1759	9.4465	-0.1563	-0.7487	0.2422
Si	6.8245	8.8469	14.508	0.195	-0.0583	0.087
Si	9.0212	5.1485	21.7908	0.0812	0.0903	-0.2432
Si	9.7795	8.0838	13.8175	-0.0747	-0.1795	0.0347
Si	4.793	7.3825	21.3138	0.0541	0.077	-0.1624
Si	11.5096	3.581	14.6733	-0.017	0.0874	0.0552
Si	4.7948	10.1335	20.458	-0.0988	-0.0481	-0.1343
Si	10.6474	9.5656	16.195	-0.0742	-0.064	-0.061
Si	3.5143	5.7885	23.7944	-0.7372	0.3224	-0.3994
Si	3.6866	2.5246	17.7484	-0.1033	-0.0618	0.0951
Si	7.1672	6.3557	19.7833	0.0326	0.0604	0.0294
Si	6.3859	4.1769	18.0105	-0.0284	0.0737	0.0761
Si	8.7974	2.1559	14.2884	-0.0049	0.0176	-0.0096
Si	1.5061	10.4467	14.8745	-0.0511	0.0174	0.0757
Si	2.6674	11.877	19.4033	0.104	-0.0608	0.0909
Si	6.0326	5.5842	10.8526	0.0172	0.0322	0.2002
Si	8.122	11.2466	15.8132	-0.0272	-0.0152	-0.0552
Si	11.482	5.9902	12.8545	-0.222	0.1255	0.1125
Si	6.2585	6.904	17.0508	0.0121	0.1087	0.0959
Si	1.5583	9.4596	17.641	0.1681	-0.0325	0.1504
Si	11.2737	2.5319	17.3656	0.0485	0.0709	0.0788
Si	1.4499	2.9827	19.6558	-0.0195	-0.1568	-0.1049
Si	3.8939	7.931	18.6566	0.1001	0.1278	0.0558
Si	5.9409	8.6808	11.621	-0.0199	-0.0677	-0.0371
Si	1.9157	1.7104	15.5587	-0.0843	0.0266	0.0306
Si	0.4119	4.551	22.1137	-0.0375	0.0756	-0.057
Si	8.3047	2.1383	17.0777	0.0376	0.0729	0.0354
Si	12.1908	8.8633	12.4582	-0.1938	-0.2431	0.3817
O	10.5404	-0.6101	-0.4766	0.1447	0.0078	0.4218
O	-0.0757	5.5847	-0.763	-0.0502	-0.188	0.0665
O	0.7404	8.1571	-0.5851	-0.2237	-0.2817	-0.0085
O	8.148	0.203	-0.9933	-0.1441	0.0691	0.069
O	10.0628	0.8351	-2.6862	-0.0745	-0.1052	0.1005
O	8.1101	3.6025	0.6148	0.1576	-0.1206	0.2287
O	2.0777	5.0021	9.4472	-0.2526	0.0859	-0.1708
O	4.3114	4.9423	8.2653	0.1616	0.1176	-0.1582
O	6.6444	5.5262	9.3251	-0.0756	-0.0117	-0.425
O	9.2955	3.6644	11.4003	-0.01	-0.0787	0.0673
O	10.0336	4.9915	9.3397	0.3045	0.0492	-0.0847
O	6.3764	7.1424	20.9727	0.0133	-0.0557	0.0417
O	8.2221	8.4569	13.7781	-0.0085	0.0694	-0.0228
O	11.5373	9.2053	17.5226	0.0108	0.0237	-0.0474
O	0.7121	3.7588	23.5162	0.1826	-0.2017	-0.0573
O	11.2297	3.0257	-1.6226	0.0226	0.2428	0.219
O	10.3572	8.181	15.3533	0.032	0.086	0.0529
O	3.019	-2.035	-0.6114	0.0658	-0.0004	0.1621
O	2.1852	9.6241	16.1249	-0.0673	0.0633	-0.0977
O	0.8448	1.5069	16.8162	0.0287	-0.0299	-0.0789
O	3.6089	5.2884	-0.8925	-0.06	0.0728	0.5776
O	1.6992	1.4103	20.0849	0.0022	0.124	-0.054
O	4.3346	6.5535	22.6008	0.0245	-0.1827	0.0307
O	7.8827	7.7155	-1.6033	-0.0776	0.0922	0.2011
O	6.243	10.9102	20.5929	0.0937	0.0811	0.2116
O	4.6727	9.3552	19.0043	-0.0283	0.0038	0.0444
O	2.2328	11.9001	14.8167	0.0122	-0.041	0.0127
O	11.1887	3.7497	16.2759	0.0015	-0.0327	-0.0688
O	11.8718	5.0532	14.1145	-0.013	-0.055	-0.054
O	8.8372	0.5407	14.6175	-0.0194	0.0038	0.0659
O	11.5042	2.7987	10.1845	0.0239	-0.1831	-0.2075
O	3.5512	11.1867	20.5893	0.0398	-0.023	-0.0614
O	2.6635	3.4383	18.652	-0.0349	-0.0172	0.014
O	4.007	0.0372	9.8835	-0.0087	-0.2212	-0.4431
O	12.501	7.2598	12.6978	0.0575	0.0933	-0.102
O	4.4193	5.2632	10.8656	-0.1293	-0.0543	-0.0789
O	3.7628	2.856	9.9708	0.0916	0.1429	-0.0722
O	9.8447	1.7727	17.4827	-0.0543	-0.0292	0.0146
O	3.7154	1.0166	18.3805	-0.0495	0.0494	-0.0322
O	6.3178	4.994	19.4238	0.0521	-0.0317	-0.0386
O	12.3043	9.2341	10.8923	-0.0111	0.1664	-0.3189
O	7.4103	2.0382	10.4972	0.027	-0.391	-0.256
O	9.9804	6.5855	13.1946	0.1281	0.037	-0.0308
O	1.8016	10.7553	18.6029	-0.0701	0.0139	-0.0781
O	5.1263	3.2105	17.7956	0.0519	0.0249	-0.0452
O	6.5413	9.7374	-0.8982	0.4815	-0.3377	0.1772
O	6.5639	7.7381	15.6871	-0.0105	0.0287	-0.052
O	11.7354	0.0535	9.9678	-0.0148	-0.3525	-0.4403
O	7.7544	2.4015	13.0782	0.0321	-0.0042	-0.087
O	4.5573	9.1451	10.8372	-0.1513	0.1541	-0.1917
O	7.6786	3.1885	18.132	0.0112	-0.0543	0.0178
O	5.772	8.9165	13.2516	-0.0607	0.0742	-0.2041
O	6.2356	7.0757	11.4558	-0.0011	0.0489	-0.0454
O	-1.1886	7.5122	-2.2798	0.1073	0.0123	0.093
O	4.6969	7.2246	17.434	-0.0231	-0.0477	-0.0263
O	8.2433	2.9041	15.6319	0.0289	-0.0705	-0.0871
O	9.2283	-1.7045	-2.5762	0.0494	-0.0383	0.0338
O	6.7875	4.427	11.7144	-0.0112	-0.0666	-0.126
O	7.5233	0.6992	16.9276	0.0684	-0.0195	-0.0047
O	2.8284	3.0203	-2.2904	-0.0944	0.0056	0.0697
O	11.636	3.0949	18.8432	0.0699	-0.0055	-0.012
O	5.7212	1.0197	-1.2496	0.1878	0.1327	-0.1264
O	7.2276	7.239	18.3763	-0.0665	-0.0717	-0.0249
O	3.2512	2.4067	16.1785	-0.0338	-0.0261	-0.0416
O	6.9231	10.3224	15.2074	-0.0224	0.0119	-0.0118
O	4.5931	8.9747	21.5983	-0.0009	0.0292	0.019
O	1.617	9.7041	13.4242	0.0201	0.0181	-0.104
O	11.5097	5.0975	11.5103	0.0582	-0.0388	0.0148
O	8.6295	5.9692	20.4132	0.0205	-0.1073	0.1672
O	6.4527	5.2905	16.7972	-0.0249	-0.032	0.0155
O	1.2543	2.6867	14.4436	0.0069	-0.0242	0.0771
O	10.2723	2.7874	13.9438	-0.0265	-0.0254	0.0408
O	3.9168	6.9782	19.9884	-0.0386	-0.0211	-0.0057
O	2.3309	8.1784	18.2845	-0.0632	0.0094	-0.0728
O	7.2009	9.5178	10.9445	0.2175	0.2864	-0.3292
O	-1.134	4.4132	21.6208	0.1073	-0.0272	0.0487
O	10.6227	9.1283	12.882	0.1176	0.0747	-0.0671
O	9.2245	10.2739	16.5274	0.0639	0.0074	0.0609
O	11.5168	10.6049	15.2665	0.0812	0.0018	-0.0272
O	1.3761	3.9548	20.9453	0.028	0.0538	0.1093

Results
free energy: -108442.703 eV
free energy less fixed offsets of O -569.03, Si -635.61 eV per atom: 5.087 eV
pressure: -0.60 GPa
stress xx, yy, zz, yz, xz, xy (GPa, positive in tension): 0.06, 1.36, 0.39, 0, 0.18, 0.02

The program warned: the cutoff lies below the one the program advises for these potential files.
